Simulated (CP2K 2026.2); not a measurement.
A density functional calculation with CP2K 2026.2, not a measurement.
Periodic cell of 505 atoms, Si360O143H2, from a study of silicon, its oxide and their interface. The atomic structure is a simulated model.
Doubt: the forces sum to 2.06 eV/angstrom along one axis rather than to zero, so they err by at least 0.0041 eV/angstrom per atom on average; the grid cutoff is modest.

Settings
functional: PBE
method: Gaussian and plane waves
basis set: DZVP-MOLOPT-SR-GTH
pseudopotentials: GTH-PBE
grid cutoff: 350 Ry, relative cutoff 50 Ry
k points: Gamma only
occupations: fixed
spin: none
net charge: 0

Cell vectors (angstrom)
a 16.32 0 0
b 0 16.32 0
c 0.8253 -1.3583 34.6685

Atoms and the computed forces on them: element, x, y, z (angstrom), force x, y, z (eV/angstrom)
Si 1.649 14.683 0.223 -0.003 -0.009 -0.244
Si 4.356 1.213 0.077 -0.004 0.019 -0.229
Si 0.909 4.32 0.075 0.182 -0.024 -0.178
Si 4.344 6.547 0.157 -0.104 -0.067 -0.493
Si 0.978 9.757 0.062 0.024 -0.103 -0.187
Si 3.799 12.441 0.05 -0.024 0.014 -0.365
Si 6.459 15.221 0.055 0.017 0.091 -0.23
Si 10.627 -0.237 34.603 -0.099 0.017 -0.263
Si 6.521 4.309 0.127 0.039 -0.171 -0.464
Si 10.274 5.517 34.544 0.036 -0.096 -0.175
Si 8.078 7.779 34.585 -0.325 0.243 -0.117
Si 9.808 11.865 0.209 -0.03 0.173 -0.003
Si 12.031 15.242 0.194 0.152 -0.077 -0.169
Si 14.735 1.63 0.123 0.015 -0.091 -0.054
Si 12.571 3.877 0.056 0.065 -0.095 -0.122
Si 15.13 6.701 0.151 0.092 0.049 -0.143
Si 12.936 8.492 34.636 -0.019 0.097 -0.238
Si 15.222 12.095 0.178 -0.034 0.12 -0.234
Si 2.788 0.023 1.425 0.089 -0.065 -0.185
Si 5.47 2.715 1.5 -0.051 0.068 -0.203
Si 2.685 5.386 1.36 -0.169 -0.055 -0.243
Si 5.555 8.14 1.342 0.217 0.115 -0.143
Si 2.684 10.839 1.365 -0.083 0.021 -0.237
Si 5.404 13.583 1.383 -0.024 0.015 -0.078
Si 8.161 0.016 1.308 -0.022 0.013 -0.189
Si 10.906 2.724 1.314 0.138 -0.046 -0.164
Si 8.228 5.428 1.324 -0.136 0.077 -0.14
Si 10.963 8.14 1.262 -0.04 0.1 -0.298
Si 8.244 10.681 1.461 0.044 0.004 -0.173
Si 10.889 13.59 1.445 -0.026 -0.041 -0.3
Si 13.605 0.053 1.508 0.023 0.079 -0.282
Si 16.265 2.754 1.52 -0.073 -0.06 -0.251
Si 13.628 5.446 1.466 0.039 -0.115 -0.234
Si 16.277 8.217 1.514 0.069 -0.067 -0.239
Si 13.587 10.947 1.452 0.165 -0.015 -0.236
Si 0.079 13.577 1.566 -0.018 -0.042 -0.229
Si 1.385 1.362 2.782 -0.031 0.02 -0.025
Si 4.028 4.041 2.794 -0.046 0.061 0.119
Si 1.403 6.821 2.774 0.002 -0.017 0.081
Si 4.132 9.504 2.69 -0.022 -0.04 -0.021
Si 1.405 12.172 2.873 0.001 -0.043 0.179
Si 4.113 14.959 2.828 0.006 -0.038 0.123
Si 6.891 1.377 2.788 0.055 -0.039 0.117
Si 9.556 4.071 2.711 0.01 -0.051 0.045
Si 6.876 6.782 2.76 0.026 -0.029 0.105
Si 9.614 9.401 2.822 0.017 -0.113 0.033
Si 6.827 12.174 2.696 -0.006 0.057 -0.084
Si 9.463 14.937 2.749 -0.005 0.05 0.05
Si 12.216 1.407 2.829 -0.003 -0.008 0.076
Si 14.956 4.112 2.894 0.036 0.089 0.145
Si 12.238 6.812 2.747 -0.002 -0.011 0.074
Si 14.895 9.538 2.845 -0.06 0.019 0.144
Si 12.276 12.298 2.839 0.002 0.05 0.103
Si 14.996 14.985 2.828 -0.041 0.005 -0.028
Si 16.36 0.015 4.179 -0.026 -0.009 0.044
Si 2.714 2.697 4.198 0.055 0.058 0.014
Si 16.363 5.483 4.203 -0.03 -0.071 -0.098
Si 2.789 8.167 4.13 -0.031 -0.073 0
Si 16.31 10.851 4.223 0.077 0.045 -0.093
Si 2.758 13.585 4.214 -0.011 0.022 -0.102
Si 5.507 0.009 4.167 -0.024 -0.093 -0.084
Si 8.226 2.744 4.157 -0.057 -0.068 -0.005
Si 5.453 5.425 4.122 0.03 0.018 -0.078
Si 8.211 8.102 4.202 0.023 -0.033 -0.072
Si 5.457 10.862 4.102 0.017 0.011 0.051
Si 8.14 13.551 4.121 0.052 0.052 0.038
Si 10.848 -0.015 4.151 0.045 0.047 -0.105
Si 13.589 2.734 4.235 -0.056 0.041 -0.084
Si 10.889 5.433 4.123 -0.018 0.05 -0.039
Si 13.569 8.141 4.192 0.063 0.065 -0.043
Si 10.921 10.867 4.165 -0.012 -0.024 -0.047
Si 13.642 13.632 4.209 -0.04 -0.046 0.028
Si 1.404 14.947 16.535 0.053 -0.029 0.009
Si 4.105 1.362 16.537 0.009 0.02 0.02
Si 1.393 4.089 16.537 -0.01 0.018 0.026
Si 4.098 6.801 16.574 -0.003 -0.005 0.07
Si 1.39 9.513 16.568 -0.038 -0.033 0.059
Si 4.074 12.204 16.546 0.023 0.037 0.038
Si 6.827 14.968 16.535 -0.017 -0.023 0.047
Si 9.529 1.363 16.515 0.014 0.024 0.029
Si 6.815 4.096 16.541 0.001 -0.004 0.025
Si 9.539 6.806 16.514 -0.061 0.03 0.027
Si 6.813 9.51 16.547 0.018 0.035 0.056
Si 9.534 12.226 16.528 0.024 0.024 0.037
Si 12.282 14.956 16.511 0.043 -0.012 0.011
Si 15.003 1.369 16.52 0.003 -0.026 0.017
Si 12.275 4.088 16.528 -0.046 -0.041 0.057
Si 14.963 6.773 16.54 0.013 0.021 0.052
Si 12.277 9.502 16.523 0.028 0.002 0.018
Si 15.016 12.225 16.543 -0.011 -0.02 0.04
Si 2.733 0.019 17.91 0.016 -0.08 0.074
Si 5.465 2.723 17.914 -0.023 0.008 0.014
Si 2.757 5.409 17.951 -0.067 0.005 0.094
Si 5.427 8.2 17.956 0.059 -0.08 -0.047
Si 2.733 10.865 17.99 -0.006 0.014 -0.053
Si 5.454 13.577 17.865 -0.003 0.013 0.117
Si 8.167 0.036 17.918 0.052 0.021 -0.016
Si 10.9 2.72 17.872 0.016 -0.015 0.069
Si 8.143 5.506 17.899 0.077 -0.02 0.023
Si 10.935 8.119 17.887 -0.057 0.065 0.046
Si 8.21 10.835 17.917 -0.082 0 0.124
Si 10.896 13.616 17.867 -0.02 -0.096 -0.012
Si 13.671 -0.022 17.876 -0.065 0.014 0.036
Si 16.334 2.755 17.903 0.066 -0.031 0.024
Si 13.612 5.426 17.955 0.023 0.017 0.01
Si 16.328 8.128 17.9 0.017 0.05 0.101
Si 13.629 10.869 17.896 0.013 -0.046 0.078
Si 16.434 13.534 17.921 -0.063 0.12 -0.056
Si 1.416 1.455 19.276 -0.002 0.075 -0.13
Si 4.17 4.081 19.347 0.001 0.034 -0.042
Si 1.33 6.746 19.299 -0.06 -0.087 -0.093
Si 4.05 9.495 19.389 -0.013 0.002 0.075
Si 1.393 12.191 19.419 -0.032 0.004 0.094
Si 4.084 14.924 19.25 -0.006 -0.051 -0.061
Si 6.796 1.381 19.318 0.005 -0.055 -0.017
Si 9.52 4.123 19.205 0.068 0.002 -0.082
Si 6.814 6.884 19.326 0.059 0.054 0.008
Si 9.625 9.471 19.289 0.006 0.045 -0.186
Si 6.796 12.203 19.248 0.004 -0.091 -0.175
Si 9.566 14.999 19.238 -0.064 -0.024 -0.016
Si 12.277 1.327 19.229 -0.03 0.091 0.032
Si 14.958 4.047 19.333 -0.019 -0.031 -0.048
Si 12.229 6.769 19.334 -0.018 -0.036 -0.044
Si 14.966 9.481 19.289 0.027 -0.001 -0.022
Si 12.26 12.265 19.229 -0.067 0.008 -0.096
Si 15.112 14.965 19.21 0.119 -0.033 -0.114
Si 16.402 0.082 20.595 -0.11 -0.045 0.211
Si 2.801 2.734 20.732 0.054 -0.028 0.196
Si 16.289 5.378 20.731 0.025 0.128 0.208
Si 2.637 8.09 20.714 -0.073 -0.047 0.19
Si 16.299 10.789 20.765 -0.121 -0.085 0.272
Si 2.783 13.601 20.752 0.003 0.069 0.233
Si 5.422 -0.045 20.634 0.045 -0.043 0.191
Si 8.143 2.846 20.592 -0.088 -0.004 0.22
Si 5.482 5.529 20.721 -0.104 -0.019 0.205
Si 8.282 8.161 20.712 0.052 -0.06 0.221
Si 5.454 10.866 20.721 0.079 0.046 0.025
Si 8.185 13.614 20.519 -0.093 0.128 0.23
Si 10.91 0.013 20.643 0.139 -0.076 0.351
Si 13.594 2.668 20.676 -0.146 -0.158 0.421
Si 10.879 5.365 20.683 -0.141 -0.15 0.316
Si 13.591 8.12 20.682 0 0.135 0.18
Si 10.96 10.874 20.643 0.113 -0.053 0.298
Si 13.71 13.618 20.484 -0.041 -0.066 0.267
Si 1.646 15.318 21.956 0.065 0.016 0.246
Si 3.933 1.093 22.067 -0.065 -0.083 0.122
Si 1.613 4.297 22.054 0.094 -0.055 0.332
Si 3.815 6.575 22.083 0.104 0.097 0.114
Si 0.923 9.012 22.082 0.15 0.274 0.176
Si 4.386 12.446 22.108 -0.052 -0.101 0.38
Si 6.593 14.67 21.911 0.069 0.013 0.03
Si 9.636 1.608 21.865 0.34 0.172 0.005
Si 7.052 4.402 22.067 0.05 0.033 -0.016
Si 9.373 6.5 22.113 -0.091 0.02 0.082
Si 7.216 9.879 21.929 -0.134 -0.053 0.373
Si 9.411 12.159 21.852 0.055 0.071 0.235
Si 12.671 15.194 21.867 -0.056 -0.026 0.077
Si 14.822 1.133 22.031 0.048 0.031 0.135
Si 11.933 3.706 22.051 0.157 0.154 -0.156
Si 14.974 6.837 22.097 -0.033 -0.023 0.219
Si 12.518 9.722 22.061 -0.067 0.128 -0.063
Si 14.659 12.02 21.965 0 0.047 -0.015
Si 5.568 2.668 24.329 0.067 0.074 0.295
Si 6.097 13.108 28.401 -0.155 0.181 -0.096
Si 5.781 -0.429 27.149 -0.119 -0.05 0.481
Si 10.727 8.376 24.244 -0.153 0.026 0.275
Si 12.161 4.85 27.085 -0.245 -0.224 0.375
Si 7.37 2.074 26.712 0.006 0.04 0.535
Si 13.116 9.88 27.88 0.106 0.137 0.073
Si 14.433 12.013 29.775 0.058 -0.031 -0.445
Si 11.301 12.215 26.653 0.122 0.013 0.388
Si 8.142 12.26 26.071 -0.039 0.159 0.412
Si 10.296 -0.138 24.933 0.318 0.226 0.006
Si 3.98 5.446 32.027 0.119 -0.201 -0.543
Si 1.488 13.815 26.442 0.232 0.148 0.541
Si 2.462 7.914 31.75 -0.03 0.143 -0.531
Si 12.053 0.852 29.325 0.056 -0.039 -0.316
Si 8.229 11.748 29.925 0.054 0.075 -0.411
Si 7.203 8.025 31.634 0 -0.168 -0.515
Si 1.735 9.218 25.145 -0.211 -0.071 0.484
Si 3.836 4.42 26.307 -0.066 0.148 0.672
Si 0.986 11.657 28.722 0.072 0.005 -0.045
Si 6.66 5.031 30.856 0.013 -0.033 -0.376
Si 6.802 7.568 26.623 -0.006 -0.288 0.362
Si 4.135 7.266 25.047 0.155 -0.046 0.534
Si 14.778 12.66 32.635 -0.137 -0.142 -0.14
Si 10.564 2.101 26.9 0.104 0.071 0.096
Si 16.539 13.408 23.913 -0.081 0.029 0.444
Si 6.335 4.866 27.804 -0.031 0.056 0.032
Si 8.946 12.106 32.725 0.074 0.068 -0.288
Si 11.056 7.736 27.402 -0.027 -0.068 0.534
Si 4.641 0.989 31.873 0.052 -0.154 -0.587
Si 11.261 13.511 24.113 0.023 -0.007 0.389
Si 9.935 0.311 31.498 0.046 -0.171 -0.613
Si 14.38 6.803 32.473 0.267 0.034 -0.299
Si 10.238 13.731 30.732 0.043 0.047 -0.472
Si 4.76 9.95 31.803 -0.146 0.054 -0.502
Si 7.544 15.044 24.813 -0.008 -0.084 0.665
Si 16.148 2.928 24.303 0.101 -0.191 0.253
Si 2.985 -1.191 30.588 0.184 -0.147 -0.404
Si 13.35 3.516 29.719 0.187 -0.109 -0.295
Si 8.354 8.81 28.899 -0.113 0.055 -0.12
Si 16.301 7.158 30.005 0.243 -0.116 -0.416
Si 12.262 4.432 32.409 0.014 -0.231 -0.348
Si 12.54 14.144 28.845 0.039 0.022 -0.06
Si 2.646 11.944 24.587 0.071 0.216 0.583
Si 8.001 9.476 24.642 -0.206 -0.04 0.533
Si 2.715 0.037 27.632 0.044 -0.036 0.059
Si 16.427 3.989 29.758 -0.01 0.045 -0.214
Si 1.258 2.819 27.08 0.231 -0.073 0.375
Si 2.275 2.916 31.843 -0.083 0.086 -0.6
Si 7.559 2.21 31.799 -0.208 0.169 -0.441
Si 3.746 12.135 29.854 -0.157 0.088 -0.352
Si 13.714 4.991 24.352 -0.131 0.016 0.183
Si 16.009 9.066 27.394 -0.115 0.063 0.253
Si 17.027 14.78 32.64 0.249 0.045 -0.23
Si 1.386 14.961 5.56 0.003 -0.046 -0.024
Si 4.118 1.351 5.543 -0.018 -0.01 -0.034
Si 1.378 4.084 5.565 -0.013 0.01 -0.033
Si 4.123 6.796 5.525 0.004 0.023 -0.082
Si 1.4 9.493 5.539 -0.034 0.005 -0.039
Si 4.132 12.211 5.544 -0.003 0.042 -0.047
Si 6.829 14.933 5.534 -0.027 0.006 -0.038
Si 9.538 1.361 5.55 0.01 -0.009 -0.043
Si 6.821 4.08 5.519 -0.002 -0.006 -0.064
Si 9.556 6.754 5.566 -0.07 -0.001 -0.028
Si 6.823 9.512 5.508 0.035 -0.005 -0.057
Si 9.529 12.223 5.515 -0.01 -0.003 -0.033
Si 12.238 14.974 5.545 0.006 0.002 -0.026
Si 14.981 1.358 5.56 -0.003 0.024 -0.024
Si 12.229 4.107 5.563 0.07 -0.038 -0.022
Si 14.97 6.812 5.563 0.02 -0.003 -0.028
Si 12.25 9.519 5.571 -0.007 -0.011 -0.018
Si 14.982 12.247 5.579 0.007 0.017 -0.01
Si 2.757 -0.004 6.923 0.012 -0.015 0.002
Si 5.473 2.719 6.909 -0.001 -0.004 -0.005
Si 2.758 5.443 6.913 0.002 -0.028 0.002
Si 5.474 8.158 6.902 -0.012 -0.023 0.003
Si 2.754 10.863 6.911 -0.017 0.007 -0.002
Si 5.474 13.584 6.918 0.005 0 0.013
Si 8.179 -0.013 6.91 0.016 -0.005 0.012
Si 10.892 2.721 6.928 -0.008 0 0.02
Si 8.174 5.418 6.922 0.022 0.002 0.031
Si 10.895 8.145 6.929 0.007 0.022 0.024
Si 8.176 10.868 6.901 -0.007 0.026 -0.005
Si 10.885 13.59 6.903 0.023 0.002 -0.011
Si 13.612 -0.001 6.926 -0.007 0.002 -0.008
Si 16.338 2.721 6.933 -0.017 0.022 0.002
Si 13.613 5.446 6.933 -0.011 0.007 -0.006
Si 16.349 8.157 6.927 0.005 -0.012 0
Si 13.618 10.879 6.936 0.015 -0.007 0.007
Si 16.35 13.603 6.938 -0.018 0.01 0.001
Si 1.39 1.358 8.293 -0.004 0.006 0.005
Si 4.113 4.078 8.286 0.013 0.019 0.002
Si 1.391 6.792 8.291 -0.028 -0.011 0.004
Si 4.112 9.508 8.286 -0.003 0.002 0
Si 1.396 12.23 8.29 0.003 0.02 0.002
Si 4.112 14.947 8.291 -0.023 -0.009 0.004
Si 6.823 1.351 8.286 -0.022 -0.024 -0.005
Si 9.53 4.069 8.305 -0.024 -0.029 0.003
Si 6.824 6.797 8.287 0.01 0.01 -0.005
Si 9.532 9.513 8.288 -0.004 -0.025 -0.001
Si 6.831 12.228 8.291 0.007 0.01 0.007
Si 9.54 14.953 8.289 0.009 0.011 -0.001
Si 12.258 1.362 8.299 0.034 0.019 0.002
Si 14.975 4.08 8.3 -0.003 -0.023 0.007
Si 12.26 6.802 8.31 0.021 0.011 0
Si 14.989 9.52 8.299 0.021 0.031 0.003
Si 12.249 12.241 8.293 -0.012 -0.013 0.003
Si 14.977 14.959 8.299 -0.002 -0.02 0.01
Si 16.347 -0.003 9.667 -0.01 0.003 0.003
Si 2.751 2.72 9.663 -0.007 -0.008 0.003
Si 16.347 5.436 9.666 0.003 -0.004 0
Si 2.749 8.154 9.663 -0.001 0.005 0
Si 16.352 10.879 9.667 -0.011 -0.007 0.006
Si 2.751 13.59 9.666 -0.002 -0.002 0.004
Si 5.466 -0.007 9.665 0.007 0.008 0.001
Si 8.175 2.706 9.673 0.022 0.006 0.008
Si 5.465 5.439 9.664 -0.008 -0.012 -0.004
Si 8.177 8.156 9.667 0.001 0.008 -0.001
Si 5.466 10.871 9.663 -0.001 0.004 -0.001
Si 8.186 13.594 9.667 0.008 0.005 0.002
Si 10.901 -0.007 9.667 -0.001 -0.012 -0.008
Si 13.621 2.717 9.673 -0.005 0 0.003
Si 10.896 5.435 9.672 0.003 0.004 -0.002
Si 13.628 8.161 9.673 -0.007 -0.015 0.007
Si 10.894 10.874 9.665 0.007 0.011 -0.003
Si 13.617 13.595 9.668 0.006 0.008 0.007
Si 1.389 14.953 11.037 -0.004 -0.009 0
Si 4.106 1.357 11.039 -0.004 -0.004 -0.001
Si 1.389 4.077 11.04 -0.007 -0.004 0.005
Si 4.103 6.795 11.041 0 -0.001 0.001
Si 1.391 9.515 11.038 -0.005 0.002 0
Si 4.108 12.23 11.041 -0.004 0.006 0.002
Si 6.826 14.955 11.041 0.001 -0.007 -0.004
Si 9.541 1.351 11.044 -0.007 -0.006 -0.002
Si 6.82 4.077 11.041 0.003 -0.007 -0.003
Si 9.537 6.798 11.042 0.003 0.007 -0.003
Si 6.821 9.515 11.044 -0.002 -0.005 0.002
Si 9.542 12.236 11.046 -0.002 0.003 -0.002
Si 12.263 14.957 11.045 0.004 0.001 -0.001
Si 14.987 1.356 11.042 0.007 0.007 0.005
Si 12.26 4.077 11.043 0.002 -0.01 0
Si 14.99 6.797 11.041 -0.002 0.004 0.001
Si 12.262 9.52 11.041 0.008 0.001 -0.001
Si 14.985 12.235 11.038 0.001 0.005 0
Si 2.75 -0.008 12.413 -0.016 0.005 0.002
Si 5.458 2.722 12.416 0.006 -0.004 -0.003
Si 2.741 5.441 12.419 0.004 -0.012 0.005
Si 5.46 8.155 12.416 -0.007 0.004 -0.002
Si 2.75 10.87 12.417 0.001 0.007 0.003
Si 5.466 13.593 12.413 0.008 0.009 -0.008
Si 8.182 -0.005 12.421 0.012 0 -0.001
Si 10.901 2.716 12.414 0.006 0.005 -0.003
Si 8.178 5.439 12.416 0.003 -0.003 -0.001
Si 10.899 8.159 12.412 0 -0.018 -0.005
Si 8.177 10.88 12.419 0.017 -0.006 -0.002
Si 10.909 13.592 12.421 -0.007 0.01 -0.008
Si 13.627 -0.004 12.418 0.002 -0.012 -0.003
Si 16.352 2.714 12.413 -0.017 -0.006 -0.003
Si 13.627 5.437 12.411 0 0.001 0
Si 16.353 8.156 12.413 0.006 0.01 0.001
Si 13.631 10.872 12.416 -0.016 0.007 0.004
Si 16.35 13.593 12.411 -0.006 0.001 -0.005
Si 1.393 1.354 13.788 0.027 -0.01 0.002
Si 4.1 4.084 13.794 -0.011 0.013 0.005
Si 1.386 6.804 13.798 -0.031 0.008 0.006
Si 4.101 9.507 13.797 0.013 -0.013 0.001
Si 1.388 12.23 13.786 -0.016 0.009 0
Si 4.11 14.952 13.789 0.012 -0.027 -0.007
Si 6.819 1.364 13.788 -0.004 0.001 -0.003
Si 9.542 4.08 13.784 -0.001 -0.014 -0.005
Si 6.815 6.797 13.791 0.023 -0.009 -0.002
Si 9.539 9.519 13.787 -0.019 0.033 -0.004
Si 6.813 12.234 13.797 -0.016 0.031 -0.002
Si 9.544 14.951 13.791 0.015 -0.013 -0.012
Si 12.266 1.361 13.787 -0.014 0 -0.002
Si 14.994 4.08 13.782 -0.001 -0.018 0
Si 12.262 6.796 13.779 -0.005 0.013 0.001
Si 14.994 9.509 13.789 0.009 -0.018 -0.001
Si 12.274 12.231 13.794 0.026 -0.012 -0.003
Si 14.995 14.955 13.786 -0.01 0.012 -0.005
Si 16.358 -0.01 15.162 -0.043 -0.025 0.005
Si 2.744 2.72 15.165 -0.032 -0.037 -0.012
Si 16.345 5.439 15.165 0.021 0.008 -0.01
Si 2.745 8.155 15.186 0.012 0.017 -0.002
Si 16.361 10.862 15.167 -0.006 0.019 -0.009
Si 2.751 13.586 15.159 0.007 0.037 -0.018
Si 5.463 0.002 15.162 0.011 0.005 -0.004
Si 8.172 2.735 15.158 0.037 0.008 -0.011
Si 5.45 5.45 15.175 -0.002 -0.025 0
Si 8.172 8.164 15.157 0.005 -0.022 -0.016
Si 5.454 10.867 15.172 0.014 0.002 -0.017
Si 8.178 13.596 15.163 0.003 -0.013 -0.001
Si 10.905 -0.002 15.157 -0.007 0.002 -0.006
Si 13.633 2.725 15.154 0.006 0.011 0.003
Si 10.903 5.439 15.155 0.008 -0.015 -0.009
Si 13.629 8.143 15.152 -0.009 0.012 -0.012
Si 10.908 10.869 15.162 -0.025 -0.007 0.003
Si 13.65 13.585 15.161 -0.025 0.015 0.007
O 11.853 12.375 25.121 -0.104 -0.122 -0.312
O 7.842 2.192 33.402 0.179 -0.185 0.406
O 11.758 9.56 34.072 0.272 -0.267 0.484
O 5.337 7.853 25.987 -0.24 -0.011 -0.119
O 13.71 -0.001 22.549 -0.065 -0.258 -0.646
O 6.905 9.257 23.449 0.04 0.119 -0.309
O 3.459 6.744 31.2 0.135 0.113 0.107
O 6.806 5.349 29.27 0.156 0.005 0.249
O 10.198 7.033 23.46 -0.093 -0.079 -0.108
O 8.178 11.177 22.377 0.088 0.01 -0.584
O 1.737 13.961 33.581 -0.043 0.233 0.046
O 14.976 4.006 24.588 -0.105 0.049 0.229
O 5.18 10.381 33.315 0.221 0.088 0.533
O 16.325 -0.326 33.457 0.141 0.227 0.165
O 6.217 3.818 23.37 0.096 0.155 -0.037
O 1.78 -0.934 26.726 -0.197 -0.235 -0.335
O 6.24 4.057 34.2 0.024 0.028 0.663
O 2.763 0.046 22.663 -0.217 -0.057 -0.651
O 1.898 2.206 33.261 -0.116 -0.308 0.72
O 8.972 2.226 26.727 -0.124 0.028 -0.259
O 17.024 4.188 34.323 0.283 -0.104 0.313
O 12.931 3.265 33.328 0.115 0.087 0.189
O 17.102 9.612 34.226 0.154 0.002 0.558
O 6.998 12.555 27.187 0.258 -0.251 -0.134
O 13.794 8.115 33.253 -0.055 0.262 0.547
O 6.894 12.669 29.746 0.255 0.106 0.138
O 4.588 0.789 33.495 0.11 -0.006 0.56
O 15.508 6.062 33.391 -0.034 0.213 0.096
O 9.495 -1.14 30.856 -0.185 0.281 0.146
O 1.567 9.416 23.544 0.109 0.181 -0.332
O 8.211 5.436 22.713 -0.142 -0.013 -0.636
O 4.435 7.332 23.443 0.132 -0.109 -0.598
O 6.216 -1.309 34.109 0.123 -0.038 0.569
O 13.681 10.678 29.191 0.23 -0.039 0.383
O 10.778 2.635 22.57 -0.068 -0.062 -0.423
O 3.538 12.239 34.198 -0.019 0.154 0.627
O 5.538 13.555 22.56 0.139 0.205 -0.584
O 6.876 3.388 27.511 -0.116 -0.131 -0.101
O 2.091 7.588 33.306 -0.23 0.086 0.427
O 4.523 3.238 25.44 0.025 -0.139 -0.264
O 9.682 8.225 28.15 0.056 0.241 0.126
O 6.809 0.779 27.545 -0.036 0.125 0.089
O 15.856 13.771 32.13 0.077 0.17 0.118
O 1.066 3.101 30.747 0.277 0.028 0.5
O 16.091 7.942 22.619 0.163 0.284 -0.323
O 9.663 12.107 26.67 -0.168 0.201 0.054
O 6.988 5.946 26.761 0.194 0.007 -0.044
O 9.14 6.621 34.049 0.064 0.146 0.457
O 12.547 4.274 23.473 -0.14 -0.214 0.009
O 2.711 5.433 22.612 0.082 -0.148 -0.346
O 3.336 13.545 30.547 0.055 0.07 0.14
O 7.827 13.097 33.363 0.184 -0.036 0.171
O 3.512 2.017 31.26 0.062 -0.003 0.313
O 8.697 -0.204 25.299 -0.382 -0.159 -0.007
O 14.247 6.298 23.512 0.028 0.21 -0.657
O 13.131 5.791 32.328 -0.197 0.074 0.025
O 14.996 7.199 30.997 -0.261 -0.025 0.609
O 12.345 14.192 23.137 0.293 0.186 -0.104
O 10.824 4.825 33.103 -0.235 0.071 0.584
O 4.776 1.585 23.408 0.085 -0.108 -0.24
O 15.502 11.476 33.479 0.006 -0.178 0.026
O 7.305 15.345 23.241 -0.115 -0.102 -0.435
O 16.003 7.885 28.55 -0.226 -0.047 -0.049
O 7.021 8.303 28.075 0.066 0.173 0.017
O 5.847 8.861 31.243 -0.02 0.124 0.046
O 4.684 11.256 30.834 0.227 -0.072 0.41
O 0.712 14.795 23.22 0.172 0.253 -0.053
O 11.807 -1.332 34.203 -0.276 -0.157 0.605
O 2.749 4.421 32.217 -0.201 0.294 0.462
O 2.724 -0.57 29.121 0.11 0.197 0.222
O 10.074 12.878 23.195 -0.16 -0.281 -0.197
O 7.919 8.169 25.621 0.284 0.201 -0.197
O 2.842 8.11 25.496 -0.183 -0.217 -0.277
O 11.773 13.882 30.256 -0.12 -0.267 0.205
O 14.47 1.365 34.162 0.126 0.211 0.357
O 5.107 4.656 31.153 -0.335 -0.087 0.196
O 7.674 10.853 25.432 -0.156 -0.302 -0.343
O 16.883 10.329 27.912 0.215 -0.166 -0.158
O 13.981 13.385 28.981 0.024 0.041 -0.109
O 14.462 9.483 27.032 0.116 -0.084 -0.046
O 7.615 8.477 33.145 -0.089 0.085 0.439
O 13.09 5.339 25.833 0.439 0.4 -0.526
O 16.452 13.666 25.534 -0.245 -0.029 -0.411
O 12.015 9.011 23.471 0.215 0.128 0.034
O 7.591 3.75 31.23 0.191 -0.075 0.088
O 2.345 3.989 26.766 -0.009 -0.017 0.015
O 1.346 12.254 23.635 -0.189 -0.191 -0.166
O 2.791 13.228 25.619 0.085 -0.209 -0.285
O 11.231 6.114 27.564 -0.176 0.104 -0.075
O 15.518 1.689 23.44 -0.043 0.074 -0.32
O 13.293 1.907 29.408 -0.106 0.051 -0.162
O 10.203 13 32.179 -0.03 0.15 0.141
O 6.194 15.292 25.694 0.148 0.044 -0.508
O 8.304 8.306 30.448 -0.091 0.138 0.243
O 16.592 3.388 28.249 -0.375 0.121 -0.101
O 13.606 13.315 33.528 0.156 -0.15 0.3
O 3.259 9.324 31.723 -0.199 -0.045 0.159
O 10.791 14.658 25.181 0.118 -0.347 0.024
O 6.796 2.01 25.186 -0.015 -0.304 -0.399
O 9.489 12.763 29.641 -0.141 0.184 0.069
O 4.548 5.928 33.473 -0.083 -0.081 0.276
O 4.704 4.798 27.657 -0.015 -0.198 -0.214
O 8.043 13.506 25.029 0.21 0.011 -0.172
O 11.241 3.563 26.648 0.19 -0.009 -0.255
O 15.142 12.855 23.315 0.151 0.075 -0.079
O 1.183 7.987 30.737 0.058 0.03 0.441
O 12.222 3.878 30.857 -0.403 0.34 0.413
O 14.031 12.036 31.336 -0.247 -0.011 0.504
O 2.05 1.51 27.633 -0.121 0.138 0.093
O 6.124 1.509 31.417 -0.098 -0.148 0.134
O 11.371 0.674 30.792 -0.165 -0.112 0.204
O 3.92 11.781 23.587 0.11 0.033 -0.563
O 4.247 0.12 27.071 0.053 0.15 -0.336
O 11.08 8.079 25.81 -0.151 0.172 -0.461
O 11.742 13.476 27.598 -0.232 -0.035 -0.204
O 8.336 10.457 28.93 0.03 -0.04 0.248
O 13.573 10.91 22.571 -0.085 0.105 -0.422
O 4.606 12.436 28.481 -0.106 -0.087 0.085
O 1.593 -0.944 31.401 -0.394 -0.126 0.22
O 12.025 10.846 27.157 -0.038 -0.053 -0.428
O 12.636 -0.547 28.682 0.161 0.136 0.062
O 7.02 6.395 31.664 0.177 0.105 0.094
O 16.718 8.709 25.962 0.112 -0.015 -0.338
O 4.301 -0.466 31.217 0.305 0.146 -0.033
O 1.249 12.986 27.82 0.099 0.285 -0.116
O 14.869 3.831 30.225 -0.186 0.047 0.506
O 13.076 4.383 28.359 0.171 0.241 -0.126
O 9.548 9.503 24.136 0.264 0.164 -0.196
O 8.281 11.271 31.482 0.088 -0.164 0.272
O 16.763 5.598 29.75 0.177 0.116 -0.068
O 8.772 1.381 31.087 0.045 0.083 0.23
O 10.104 0.288 33.114 0.14 0.143 0.598
O 5.913 14.728 28.293 0.137 0.002 -0.055
O 11.081 0.98 25.827 -0.146 -0.173 -0.22
O 3.788 5.726 25.379 -0.092 -0.001 -0.15
O 16.727 2.423 25.751 -0.148 -0.161 -0.562
O 1.045 3.617 23.461 0.244 -0.044 -0.253
O 10.907 1.525 28.376 -0.225 -0.057 0.077
O 12.299 8.494 28.174 0.218 -0.015 -0.096
O 9.55 11.066 33.78 0.066 0.156 0.276
O 16.06 11.957 29.717 -0.028 -0.102 0.298
O 2.371 11.329 29.51 0.088 -0.02 0.06
O 2.34 10.681 25.585 -0.056 0.069 -0.247
H 8.812 1.101 22.972 -0.132 -0.1 0.015
H 10.645 0.15 23.54 -0.067 0.007 0.049

Results
total energy: -101252.133 eV
total energy less fixed offsets of H -15.91, O -438.35, Si -107.03 eV per atom: -5.463 eV
